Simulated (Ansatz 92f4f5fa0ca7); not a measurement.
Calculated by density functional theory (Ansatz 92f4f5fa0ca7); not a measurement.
Periodic cell of 260 atoms, Si140O88H32, with a vacuum gap, from a study of silicon, its oxide and their interface. The atomic structure is a simulated model.

Settings: functional r2SCAN; potential files Ansatz PAW; basis plane waves; wave-function cutoff 800 eV; density cutoff ratio 5; exchange-correlation grid ratio 1; k mesh 1 x 1 x 1, shifted by 0.5 0.5 0 of a step; self-consistency stop 1e-11 eV per atom in the density residual; occupations fixed; spin none; net charge 0; applied field sawtooth along c, amplitude -0.015 V/angstrom in the program's sign convention, ramp centred at 0.9892 of c and 0.0217 of c wide, no dipole correction.

Cell vectors (angstrom)
a 10.887 0 0
b 0 10.887 0
c 0 0 46.1156

Atoms: element, x, y, z (angstrom)
Si -0.3414 0.0411 31.2186
Si 2.9154 2.2985 31.0182
Si -0.408 5.7894 31.039
Si 2.8205 7.8916 31.1303
Si 5.1137 0.0351 31.1749
Si 8.4049 2.3425 31.1616
Si 4.9507 5.5692 30.922
Si 8.3093 8.0774 31.2213
Si 1.3204 1.2383 32.383
Si 3.9412 3.9981 32.3329
Si 1.2504 6.7504 32.4203
Si 3.9458 9.4393 32.5002
Si 6.7662 1.2197 32.4139
Si 9.475 4.0672 32.3329
Si 6.6624 6.7241 32.2176
Si 9.4552 9.477 32.6617
Si -0.0065 2.7141 33.6995
Si 2.6266 -0.0655 33.836
Si 0.0025 8.121 33.8733
Si 2.6202 5.3559 33.7464
Si 5.3986 2.6823 33.6946
Si 8.0693 -0.0392 33.901
Si 5.4093 8.0836 33.7277
Si 8.0545 5.4058 33.6672
Si 1.3104 4.0241 35.1395
Si 4.0494 1.3287 35.0947
Si 1.3261 9.4884 35.2264
Si 4.0317 6.7408 35.0726
Si 6.7507 4.0508 35.0775
Si 9.5051 1.3755 35.1033
Si 6.729 9.4383 35.1684
Si 9.4483 6.7356 35.0905
Si -0.0392 0.0147 36.4975
Si 2.7084 2.6897 36.4775
Si -0.0497 5.4093 36.4661
Si 2.736 8.1211 36.4915
Si 5.4 -0.0294 36.4811
Si 8.1487 2.7307 36.456
Si 5.4129 5.4198 36.4515
Si 8.1455 8.1179 36.4893
Si 1.3524 1.3489 37.8524
Si 4.0729 4.0668 37.82
Si 1.3447 6.7762 37.811
Si 4.0729 9.5013 37.8584
Si 6.8032 1.3447 37.8013
Si 9.5069 4.0677 37.8471
Si 6.7833 6.7724 37.8382
Si 9.5063 9.5159 37.8286
Si 0.0079 2.7298 39.2041
Si 2.7309 -0.0008 39.2011
Si 0.0385 8.1909 39.1611
Si 2.7197 5.4369 39.1745
Si 5.4736 2.7337 39.1587
Si 8.163 -0.0003 39.1803
Si 5.4634 8.1657 39.206
Si 8.1751 5.4479 39.1992
Si 1.3867 4.0917 6.9497
Si 4.1258 1.3806 6.8982
Si 1.3917 9.5316 6.9576
Si 4.0875 6.7992 6.9213
Si 6.8273 4.0809 6.9425
Si 9.5378 1.352 6.9271
Si 6.8248 9.5438 6.9545
Si 9.5717 6.8419 6.8891
Si 0.0368 0.0317 8.2964
Si 2.8015 2.7364 8.2742
Si 0.0433 5.5141 8.2654
Si 2.7909 8.1863 8.3081
Si 5.4731 0.061 8.2927
Si 8.1983 2.7157 8.2953
Si 5.4652 5.4641 8.2804
Si 8.2505 8.1993 8.2658
Si 1.4496 1.3847 9.6198
Si 4.1517 4.0858 9.6699
Si 1.4252 6.8417 9.6626
Si 4.1574 9.5792 9.6584
Si 6.8304 1.3919 9.6999
Si 9.5723 4.1325 9.5734
Si 6.8704 6.8426 9.5732
Si 9.5774 9.5692 9.6685
Si 0.1689 2.8847 10.8796
Si 2.7417 -0.0083 11.0335
Si 0.0673 8.2142 11.0137
Si 2.835 5.4949 10.9985
Si 5.4937 2.7565 11.1058
Si 8.2343 0.0585 11.042
Si 5.6865 8.3212 10.9449
Si 8.1375 5.4109 10.9223
Si 1.495 4.1709 12.4109
Si 4.1253 1.341 12.3992
Si 1.366 9.5377 12.4901
Si 4.3114 6.9153 12.1364
Si 6.8579 4.126 12.499
Si 9.6537 1.5546 12.1308
Si 7.0256 9.5844 12.5604
Si 9.5358 6.7713 12.1647
Si 0.1406 0.3981 13.5781
Si 2.5344 2.4754 13.6944
Si -0.1844 5.3497 13.5635
Si 3.1451 8.3451 13.5243
Si 5.2754 -0.2117 13.7487
Si 8.6167 3.0278 13.6367
Si 5.7803 5.8826 13.663
Si 8.2366 7.8522 13.7667
Si -4.3658 18.6375 21.7407
Si -10.4742 23.5999 20.4133
Si -10.4076 17.6189 21.2809
Si -10.6811 18.8529 18.5963
Si 7.0132 1.5248 23.2924
Si -0.4589 16.3937 28.0271
Si -11.0919 18.4834 15.6781
Si 17.1737 -21.8137 16.6577
Si -8.728 1.5171 28.2828
Si 23.3728 -1.1298 16.7768
Si -13.2692 -18.9183 25.6864
Si 2.315 -6.6929 21.3102
Si -6.9249 -19.4297 23.2202
Si -3.1098 16.4376 26.6902
Si -9.5196 -1.2352 29.0082
Si 2.7593 3.6834 16.488
Si -16.0026 1.1815 19.4321
Si -5.6087 -6.6873 27.9972
Si -14.8857 -33.6744 29.0318
Si -6.5291 -13.0646 17.5108
Si -14.4825 12.9673 28.4364
Si -7.1905 17.2415 15.7782
Si -0.0296 -2.6436 26.7146
Si -10.7589 -12.8829 23.5961
Si -13.0238 29.145 20.047
Si -8.8739 10.8554 22.2393
Si -17.4011 -7.0414 19.121
Si 33.3022 -9.2074 17.3379
Si 6.8864 -16.4752 20.0584
Si -3.0339 -2.3407 26.5544
Si -21.3949 13.7717 26.4544
Si -2.9959 9.4592 23.708
Si 8.2107 2.489 20.7303
Si 14.1765 -18.7788 26.1499
Si 15.1939 -12.2749 20.5321
Si 30.7937 22.7585 15.8139
O 4.3085 -3.7216 17.0384
O -9.1317 -7.5987 25.6954
O -16.1488 -6.0159 19.1467
O 0.0913 -5.5183 29.5427
O -3.1406 -6.8866 20.4435
O 6.3399 -5.766 27.2306
O -1.679 -13.7255 15.1047
O 22.34 7.7826 22.5014
O 9.7429 -8.6816 20.3648
O 3.1877 -12.2499 16.7437
O 4.0896 24.4758 24.7945
O 2.3245 2.5984 29.5039
O -32.7405 15.0475 27.2814
O 10.0779 2.5022 25.4088
O -1.3548 1.2305 30.7351
O 0.7942 8.9027 15.6369
O -6.0644 13.3296 19.7953
O -21.5507 28.5094 27.2321
O 5.6652 11.2718 15.2222
O -5.6808 -10.9645 20.2545
O -16.0071 0.9513 17.8283
O -7.6128 1.7005 27.1275
O 11.7537 1.4887 18.9124
O 7.289 1.4676 19.887
O -4.4645 -4.7365 21.3946
O 7.2055 -32.738 23.1367
O 3.8938 3.4907 17.6225
O 2.9331 31.6759 21.2905
O -10.6074 -4.5561 14.7929
O 8.8111 5.6444 27.9432
O -0.9034 10.9996 14.8289
O -16.6718 19.35 21.4832
O 1.2287 24.8429 20.9941
O -9.5845 1.4545 14.0681
O 25.6946 -4.0879 30.6195
O 14.8355 15.0645 27.0573
O 22.5767 0.5693 21.3426
O -9.907 -12.5635 27.5121
O 3.1729 -17.2662 19.9744
O -13.9741 24.6603 29.7475
O -14.0666 -1.3486 25.304
O -36.0891 -19.7311 24.7638
O -31.2264 16.3844 21.7191
O -11.8156 12.5518 16.9484
O 18.2495 22.2643 28.6797
O 22.8003 9.2925 18.2162
O -32.7615 7.1185 17.2362
O -3.2517 7.0244 26.0465
O -5.3889 12.8227 22.8573
O -12.3703 -14.7943 30.6939
O -19.1628 -5.6121 16.2788
O 5.4936 20.9358 29.8317
O 0.72 1.7102 27.5344
O 17.6633 30.7692 27.6786
O -18.4124 -7.2374 22.4408
O 5.7888 -12.4174 17.0846
O 4.8866 -5.3233 15.0009
O -1.2574 8.3647 19.1478
O 20.3633 -1.5189 23.3258
O -12.4159 8.6957 27.1245
O -13.5056 24.1933 27.2167
O -2.9767 -12.7002 29.9911
O -14.7187 -2.7408 23.2158
O -28.4786 -1.3892 14.0421
O 2.329 -10.8381 28.9016
O 6.9808 -4.0075 14.1926
O 1.3231 24.8534 16.9108
O -1.1315 28.291 21.0341
O 2.9663 -9.7859 22.9069
O 10.9631 -11.69 29.8811
O -17.6996 19.6655 19.1004
O 26.8916 4.8286 29.4757
O -3.1973 -13.4312 20.7789
O -24.757 0.0369 16.5103
O 2.9004 7.3738 14.8155
O 14.0934 2.9726 15.1014
O 8.2492 13.0366 14.9761
O 23.1552 0.4469 16.6021
O 20.5605 4.193 14.1325
O 2.1597 -2.41 29.7633
O 11.8888 -3.6672 19.8027
O -2.6161 -6.4195 25.5785
O -21.5622 -13.4418 25.1173
O 4.1743 1.2903 30.7227
O -26.8462 2.665 28.1141
O -13.723 -30.4121 22.3071
O 12.1302 -0.8272 23.4257
O 7.8694 -26.3759 19.2193
H 0.8348 3.5466 40.1366
H -0.8076 1.9018 40.1366
H 1.9138 -0.8273 40.1335
H 3.5567 0.817 40.1335
H -0.7847 7.3706 40.0935
H 0.8641 9.0089 40.0935
H 3.5431 6.2571 40.107
H 1.9016 4.6114 40.107
H 6.2974 3.5535 40.0912
H 4.6534 1.9103 40.0912
H 8.9916 0.8147 40.1127
H 7.3427 -0.8236 40.1127
H 6.2801 8.9925 40.1385
H 4.6387 7.3467 40.1385
H 8.9976 6.2689 40.1316
H 7.3591 4.6203 40.1316
H 2.2048 4.9173 6.0173
H 0.5599 3.275 6.0173
H 4.946 2.204 5.9657
H 3.3 0.5628 5.9657
H 2.2087 10.3581 6.0252
H 0.5661 8.7136 6.0252
H 3.264 5.9791 5.9889
H 4.9121 7.6182 5.9889
H 7.6432 4.9085 6.01
H 6.0035 3.2611 6.01
H 8.7093 0.537 5.9947
H 10.3534 2.18 5.9947
H 7.6452 10.367 6.022
H 6.008 8.717 6.022
H 8.7492 6.0209 5.9566
H 10.395 7.6622 5.9566

Results
free energy: -140244.975 eV
free energy less fixed offsets of H -15.71, O -570.45, Si -639.56 eV per atom: -4.255 eV

Forces (eV/angstrom), in the order of the atoms: element, x, y, z
Si 0.0024 -0.0024 -0.0112
Si -0.0037 -0.0023 -0.016
Si 0.0028 -0.0031 -0.0159
Si -0.0026 0.0042 -0.0106
Si 0 -0.0047 -0.0061
Si -0.0047 0.0008 -0.0106
Si -0.0007 -0.0053 -0.0157
Si -0.0017 0.0026 -0.0118
Si -0.0025 -0.0036 0.0007
Si 0.0008 -0.0005 0.0003
Si 0.0009 0.0005 -0.0002
Si -0.0023 -0.0008 0.0008
Si 0.0011 0.0008 -0.0002
Si -0.0031 -0.003 -0.0023
Si 0.0025 0.0006 0.0028
Si -0.0015 -0.0002 -0.0029
Si 0.0041 0.0014 -0.0119
Si 0.0004 -0.0021 -0.0147
Si 0.0003 0.0045 -0.0133
Si -0.006 -0.0029 -0.0132
Si 0.0041 0.0001 -0.0133
Si -0.0025 -0.0041 -0.0121
Si 0.0009 0.0087 -0.0102
Si -0.0005 -0.0032 -0.0135
Si -0.0022 -0.0056 -0.0029
Si -0.0083 -0.0061 0.0119
Si -0.0035 0 -0.001
Si -0.0008 0.0015 0.008
Si -0.0043 -0.0039 0.0013
Si 0.0009 -0.0072 0.0139
Si -0.0017 -0.0061 0.0006
Si -0.0038 -0.0008 0.0132
Si 0.0159 -0.0086 0.02
Si 0.0035 0.0052 0.0153
Si 0.0125 -0.0022 0.0172
Si -0.0079 0.0218 0.0216
Si 0.0087 -0.0035 0.0137
Si -0.0023 0.0103 0.0207
Si 0.0129 -0.0036 0.023
Si -0.0102 0.0241 0.0175
Si -0.0055 0.002 0.1792
Si -0.0208 -0.0208 0.1718
Si -0.0179 -0.0195 0.1769
Si 0.0023 -0.004 0.1813
Si -0.0264 -0.0242 0.1737
Si -0.0115 -0.0174 0.1882
Si -0.0085 -0.011 0.1827
Si -0.0201 -0.0291 0.167
Si -0.0797 -0.1121 0.2712
Si -0.0776 -0.079 0.3385
Si -0.2112 -0.1687 0.2892
Si -0.0496 -0.0896 0.2675
Si -0.1495 -0.1332 0.2816
Si -0.0582 -0.0532 0.2712
Si -0.1148 -0.0953 0.2785
Si -0.0982 -0.0723 0.3182
Si 0.1047 0.09 -0.2532
Si 0.0792 0.1139 -0.4033
Si 0.1255 0.1199 -0.2064
Si 0.1026 0.048 -0.3204
Si 0.0703 0.0921 -0.2493
Si 0.0595 0.0621 -0.3163
Si 0.1013 0.0909 -0.2372
Si 0.1579 0.1348 -0.45
Si 0.0482 0.0237 -0.1689
Si -0.0065 0.021 -0.1821
Si 0.0182 -0.0071 -0.185
Si 0.0123 0.0453 -0.1726
Si 0.0268 -0.0068 -0.1837
Si 0.0142 0.0286 -0.1747
Si 0.0368 0.0182 -0.1717
Si -0.0201 0.0112 -0.1859
Si -0.0119 -0.0009 -0.0074
Si -0.0019 -0.0038 -0.0298
Si -0.0049 -0.0131 -0.0288
Si -0.005 -0.0128 -0.0202
Si -0.0071 0.0029 -0.0274
Si -0.0021 -0.002 -0.0185
Si -0.0006 -0.0097 -0.0185
Si -0.0011 -0.0094 -0.0319
Si 0.0055 0.0006 -0.0076
Si 0.0005 0.0058 -0.0102
Si 0.0028 0.0038 -0.0115
Si -0.0044 -0.003 -0.0088
Si 0.005 0.0089 -0.0076
Si 0.0015 -0.0049 -0.0146
Si 0.0028 -0.0008 -0.0088
Si 0.0045 0.0069 -0.0061
Si -0.0082 -0.0059 0.0181
Si -0.0052 -0.0062 0.0179
Si 0.0056 0.0043 0.0136
Si 0.002 0.0084 0.0214
Si 0.0049 0.0049 0.0167
Si 0.0064 0.0057 0.0217
Si -0.008 -0.0057 0.0076
Si -0.0018 -0.0079 0.013
Si 0.0001 0.0055 -0.0241
Si -0.0017 -0.0002 -0.0272
Si 0.0011 -0.0008 -0.0199
Si 0.0045 -0.0001 -0.021
Si -0.0027 -0.002 -0.0261
Si 0.0019 0.0022 -0.0206
Si 0.0015 0.0021 -0.0224
Si -0.0011 -0.0043 -0.0252
Si -0.0056 -0.0051 -0.0325
Si 0.0012 0.0009 -0.0393
Si -0.0019 -0.0008 -0.0363
Si 0.0033 0.0037 -0.0422
Si -0.0016 -0.001 -0.0482
Si -0.0062 0.0014 -0.0431
Si -0.0057 -0.0048 -0.0345
Si 0.004 -0.0015 -0.0388
Si -0.0039 -0.0011 -0.036
Si -0.0025 -0.0027 -0.0309
Si -0.0079 -0.0078 -0.0408
Si -0.003 0.0037 -0.0383
Si -0.008 -0.0003 -0.0492
Si 0.0025 0.002 -0.0325
Si -0.0007 0.0018 -0.0395
Si -0.0022 0.0016 -0.0397
Si -0.0036 -0.0027 -0.0219
Si -0.0002 -0.0023 -0.0391
Si 0.0012 -0.0019 -0.0366
Si 0.0025 -0.004 -0.0305
Si 0.0026 0.0016 -0.0409
Si 0.0012 0.0003 -0.0299
Si -0.0051 0.0018 -0.0239
Si 0.0081 0.0026 -0.0513
Si 0.0061 0.0033 -0.0325
Si -0.0022 0.0009 -0.0354
Si -0.0026 -0.0043 -0.0361
Si -0.0057 0.0019 -0.0252
Si -0.0044 -0.0026 -0.0269
Si 0.0061 0.0047 -0.0449
Si -0.0013 -0.0004 -0.0328
Si -0.0071 -0.0065 -0.0344
Si -0.0017 -0.0001 -0.0349
Si 0.0038 -0.0006 -0.0452
Si 0.0014 -0.0003 -0.0391
Si -0.0007 0.0018 -0.0367
O 0.0022 0.0073 0.0157
O -0.0048 -0.0014 0.0235
O 0.006 0.0048 0.0215
O 0 0.0015 0.0359
O 0.0022 -0.0041 0.0082
O -0.0096 -0.0056 0.0173
O 0.0069 0.0039 0.0129
O -0.004 0.0141 0.0203
O -0.0044 0.0013 0.0113
O 0.003 -0.0008 0.0121
O -0.0042 0.0057 0.0394
O 0.0046 0.0052 0.0302
O -0.0029 0.0082 0.0154
O 0.0057 0.0033 0.0243
O -0.0004 -0.0012 0.0079
O 0.0032 0.0028 0.0188
O 0.0017 -0.0002 0.0137
O -0.0031 -0.0087 0.0159
O 0.0048 0.0007 0.0196
O -0.0027 -0.0037 0.0152
O -0.004 0.0124 0.0336
O -0.005 -0.0038 0.0221
O -0.0016 0.0007 0.0375
O 0.0073 0.005 0.0107
O -0.0009 0.007 0.0098
O 0.0024 -0.0042 0.0096
O 0.0074 0.002 0.0222
O -0.0108 0.0088 0.0214
O 0.0009 0.0076 0.0235
O 0.0082 -0.0014 0.0131
O -0.0027 -0.0014 0.0138
O 0.0071 -0.0021 0.0093
O 0.0041 0.0049 0.011
O 0.0012 -0.0016 0.0055
O 0.0011 -0.0016 0.0068
O 0.0071 0.0041 0.0234
O 0.0052 -0.0054 0.0182
O 0.006 0.0053 0.025
O -0.0078 0.0023 0.0176
O 0.0063 -0.0003 0.0308
O -0.0007 -0.0084 0.0304
O 0.012 0.01 0.0323
O 0.0011 0.0012 0.015
O 0.0073 0.0022 0.0142
O -0.0012 -0.0043 0.0133
O -0.0036 -0.0037 0.0109
O 0.0009 0.0022 0.0247
O 0.002 -0.0037 0.0101
O 0.0024 0 0.0105
O -0.0018 -0.0005 0.011
O -0.0009 -0.0043 0.0105
O -0.0055 0.0057 0.0193
O 0.0061 -0.0068 0.0189
O -0.006 0.008 0.0263
O 0.0085 -0.0101 0.0245
O -0.004 -0.0018 0.0121
O -0.0045 0.0002 0.0145
O -0.0081 -0.0012 0.0114
O -0.003 -0.0001 0.0143
O -0.0005 -0.0007 0.0119
O -0.0077 -0.004 0.025
O 0.0036 -0.0077 0.018
O 0.0087 0.0115 0.0247
O 0.0013 0.0015 0.0102
O -0.0022 -0.0044 0.0164
O 0.0004 0.0013 0.0053
O -0.0033 -0.0032 0.0139
O 0.0033 -0.0023 0.0157
O 0.0048 0.0082 0.0138
O -0.0066 0.0054 0.0174
O -0.002 0.0057 0.0329
O -0.0017 0.0095 0.0377
O -0.0059 0.0036 0.0113
O -0.0056 -0.0016 0.0151
O -0.0033 -0.0039 0.0162
O -0.0014 0.0059 0.019
O -0.0012 -0.0056 0.0209
O 0 0.0011 0.0076
O -0.0014 -0.0021 0.0062
O 0.0076 -0.0084 0.0195
O -0.0008 -0.005 0.0219
O -0.0018 0.0042 0.0255
O -0.0032 -0.0074 0.0493
O -0.0013 0.0004 0.0094
O 0.0026 -0.0023 0.0161
O -0.0056 -0.0008 0.0266
O -0.0078 -0.0058 0.021
O -0.0024 0.0019 0.0211
H -0.3442 -0.2817 -0.276
H 0.2908 0.2907 -0.2323
H 0.3414 0.3866 -0.1977
H -0.255 -0.2564 -0.2861
H 0.2684 0.2716 -0.2261
H -0.3266 -0.3367 -0.3133
H -0.2864 -0.2402 -0.3007
H 0.344 0.3227 -0.2442
H -0.3063 -0.3108 -0.305
H 0.2902 0.2771 -0.2359
H -0.2796 -0.2643 -0.2948
H 0.2911 0.3658 -0.2495
H -0.2774 -0.3464 -0.2796
H 0.2826 0.2866 -0.2264
H -0.268 -0.2214 -0.2897
H 0.3403 0.3393 -0.1991
H -0.3202 -0.3613 0.2292
H 0.2682 0.246 0.3143
H -0.3261 -0.359 0.218
H 0.2705 0.2462 0.2918
H -0.279 -0.278 0.2697
H 0.3494 0.2839 0.3183
H 0.2811 0.3544 0.2823
H -0.2507 -0.2866 0.2476
H -0.2234 -0.2832 0.2827
H 0.3212 0.3305 0.2885
H 0.3599 0.2782 0.2776
H -0.289 -0.256 0.2573
H -0.3625 -0.3203 0.2295
H 0.2383 0.2632 0.3185
H 0.2315 0.2319 0.311
H -0.3555 -0.3556 0.1875

The program warned: the cutoff lies below the one the program advises for these potential files; the forces do not sum to zero within the program's tolerance; empty levels may hold ghost states of the PAW files; the exchange-correlation potential is rough where the density is thin.
